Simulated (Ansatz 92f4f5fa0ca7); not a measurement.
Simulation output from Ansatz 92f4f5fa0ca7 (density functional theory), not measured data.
Periodic cell of 220 atoms, Si132O88, from a study of silicon, its oxide and their interface. The atomic structure is a simulated model.
This geometry differs little from another in the collection (a relaxation step or a small displacement).

Settings
functional: r2SCAN
potential files: Ansatz PAW
basis: plane waves
wave-function cutoff: 800 eV
density cutoff ratio: 5
exchange-correlation grid ratio: 1
k mesh: 1 x 1 x 1, shifted by 0.5 0.5 0 of a step
self-consistency stop: 1e-10 eV per atom in the density residual
occupations: fixed
spin: none
net charge: 0

Cell vectors (angstrom)
a, 10.88, 0, 0
b, 0, 10.88, 0
c, 0, 0, 32.0375

Atoms and the computed forces on them: element, x, y, z (angstrom), force x, y, z (eV/angstrom)
Si, -0.9074, 0.4472, -1.4134, 0.1011, 0.0996, -0.0176
Si, 1.23, 1.3176, -1.1299, -0.0102, 0.0503, -0.0339
Si, -0.1008, 6.2728, -0.4223, -0.0171, -0.0243, -0.1426
Si, 3.0275, 8.1521, -0.1257, -0.0278, 0.0334, -0.2168
Si, 5.4513, -0.5524, -0.4683, 0.0272, 0.1389, -0.2523
Si, 8.1923, 2.7848, 0.0601, 0.0858, -0.1023, -0.2344
Si, 5.5447, 3.8688, -1.2748, -0.0765, -0.0211, -0.0667
Si, 9.2677, 8.282, -0.7361, 0.1488, -0.0238, -0.3153
Si, 1.8238, 1.8172, 1.1685, 0.0183, 0.0217, 0.0157
Si, 3.7951, 3.2275, 1.221, -0.0164, 0.0149, -0.1178
Si, 1.3322, 7.1206, 1.176, -0.0716, -0.0498, 0.0188
Si, 4.2652, 9.4483, 1.3345, 0.008, 0.0928, 0.0948
Si, 6.9474, 1.3417, 1.3726, 0.0798, 0.0255, -0.0584
Si, 9.6362, 4.3983, 0.9603, 0.0977, 0.0897, 0.0115
Si, 7.0496, 7.0946, 1.7315, -0.0267, -0.1012, -0.0248
Si, 8.7136, 8.7792, 1.4849, 0.0794, 0.0214, -0.0256
Si, 0.0669, 2.9101, 2.3976, -0.0205, -0.0446, -0.0255
Si, 2.742, 0.0179, 2.4952, 0.0016, 0.0342, -0.0726
Si, -0.1696, 8.1875, 2.6215, 0.0288, -0.0043, -0.0325
Si, 2.5487, 5.6925, 2.5906, 0.1018, -0.2734, -0.0323
Si, 5.4239, 2.5, 2.7112, -0.0421, 0.0219, -0.0297
Si, 8.1767, -0.1065, 2.6556, -0.0989, -0.0408, -0.0449
Si, 5.4251, 8.2166, 2.9012, -0.0203, -0.0222, -0.0494
Si, 8.2834, 5.3996, 2.6782, -0.0264, -0.015, -0.0288
Si, 1.3081, 4.1921, 3.9464, 0.0321, -0.0091, 0.0368
Si, 4.0235, 1.2587, 4.0695, 0.03, -0.0239, 0.0459
Si, 1.2649, 9.6018, 3.8531, 0.033, 0.0274, 0.0394
Si, 3.9818, 6.8316, 4.0472, -0.004, 0.0291, 0.0093
Si, 6.7666, 4.0553, 3.905, 0.0118, -0.0437, 0.0023
Si, 9.5823, 1.4163, 3.7904, 0.0827, 0.0831, 0.0524
Si, 6.7946, 9.601, 4.1483, 0.0045, 0.0711, 0.0923
Si, 9.5656, 6.7681, 4.0938, -0.051, -0.0008, 0.0238
Si, -0.0039, 0.1086, 5.2608, -0.0092, -0.0096, -0.0017
Si, 2.6862, 2.7732, 5.2896, -0.0036, 0.0227, -0.0293
Si, 0.0107, 5.4474, 5.4426, 0.0057, -0.0042, 0.0205
Si, 2.5971, 8.23, 5.3008, -0.0176, -0.0019, 0.0012
Si, 5.3939, 0.013, 5.4881, -0.0152, -0.0081, -0.0085
Si, 8.1596, 2.7055, 5.2343, -0.0303, 0.0248, 0.0121
Si, 5.4145, 5.4452, 5.2936, 0.0003, -0.0234, 0.0078
Si, 8.1693, 8.1885, 5.3884, 0.0177, -0.0077, -0.0433
Si, 1.3228, 1.4271, 6.6633, 0.0118, 0.0167, 0.0045
Si, 4.06, 4.1089, 6.6732, 0.0045, 0.0224, 0.0244
Si, 1.3444, 6.863, 6.749, 0.0193, -0.0171, 0.0268
Si, 3.9717, 9.511, 6.7171, -0.0065, 0.0136, 0.0085
Si, 6.7937, 1.4435, 6.7026, 0.0047, 0.0139, 0.0034
Si, 9.4768, 4.0621, 6.6766, -0.0141, -0.0066, 0.0181
Si, 6.7519, 6.8303, 6.6636, -0.0232, -0.0149, 0.0199
Si, 9.5191, 9.6276, 6.665, -0.0026, 0.0111, 0.0194
Si, -0.0189, 2.7567, 8.062, 0.0136, 0.0167, -0.0139
Si, 2.6464, 0.0473, 8.0342, 0.0093, -0.0025, -0.0073
Si, -0.0408, 8.2524, 8.0412, 0.0045, 0.0015, -0.0071
Si, 2.7362, 5.4765, 8.0794, -0.0243, -0.0284, -0.0205
Si, 5.4135, 2.7873, 8.0679, -0.0466, -0.0201, -0.0126
Si, 8.1598, 0.1094, 8.0516, 0.0186, 0.0015, -0.0156
Si, 5.3485, 8.1534, 8.0319, 0.0149, 0.0026, -0.0136
Si, 8.1082, 5.4625, 7.9911, -0.0077, -0.0194, -0.0047
Si, 1.3668, 4.0962, 9.43, -0.0029, 0.0349, -0.0073
Si, 4.0084, 1.4014, 9.3773, 0.0404, -0.0055, -0.0202
Si, 1.2881, 9.6074, 9.4239, -0.0286, 0.0155, -0.0118
Si, 4.0733, 6.8062, 9.4858, -0.0126, 0.0008, 0
Si, 6.7446, 4.1906, 9.4136, 0.0397, 0.0273, -0.0348
Si, 9.493, 1.487, 9.4684, 0.0077, 0.0311, -0.0245
Si, 6.7035, 9.6126, 9.2651, -0.0144, -0.0155, -0.0156
Si, 9.4737, 6.8316, 9.3146, 0.0288, -0.0238, -0.0101
Si, -0.0228, 0.1317, 10.8132, 0.0356, -0.0406, 0.0034
Si, 2.7198, 2.7185, 10.8389, -0.0286, 0.0072, -0.0047
Si, -0.0301, 5.4906, 10.7072, 0.0186, -0.0664, -0.0281
Si, 2.6409, 8.1982, 10.7229, 0.0255, 0.0071, 0.0335
Si, 5.385, 0.059, 10.6948, -0.0339, 0.0291, -0.013
Si, 8.1395, 2.9389, 10.7903, 0.0202, -0.0303, 0.0029
Si, 5.4694, 5.4982, 10.8981, -0.001, 0.0046, 0.008
Si, 8.0413, 8.2228, 10.5239, 0.0138, 0.0337, -0.0282
Si, 1.3063, 1.4647, 12.2937, -0.0108, 0.0332, -0.0204
Si, 4.2039, 3.9688, 12.2063, -0.0175, -0.0129, -0.0472
Si, 1.2121, 6.9134, 12.0752, -0.0126, -0.0514, 0.1078
Si, 4.0138, 9.541, 12.0179, 0.0345, -0.0341, -0.0272
Si, 6.7504, 1.4974, 11.9728, 0.0181, -0.0135, 0.0176
Si, 9.4587, 4.3391, 12.2314, 0.0281, -0.0033, -0.0312
Si, 6.875, 6.991, 12.1157, 0.0254, -0.0261, 0.0327
Si, 9.3374, 9.5788, 11.8527, 0.0082, -0.0123, 0.0369
Si, -0.1927, 2.8788, 13.5859, 0.0783, -0.0109, -0.0111
Si, 2.7466, -0.0402, 13.4921, -0.0858, -0.1016, 0.0113
Si, -0.521, 7.9962, 13.1677, -0.0119, 0.0346, 0.041
Si, 2.9655, 4.9073, 13.8797, -0.2416, 0.1072, 0.0337
Si, 5.5719, 2.6529, 13.6293, 0.1514, -0.0604, 0.0091
Si, 7.9889, 0.0198, 13.198, -0.0163, 0.0633, -0.0244
Si, 5.4581, 8.3094, 13.412, -0.1703, 0.0429, 0.1261
Si, 8.6924, 6.2923, 13.478, -0.0384, -0.0151, 0.0417
Si, 1.2956, 3.8403, 15.1855, -0.111, 0.0752, 0.0776
Si, 4.5111, 0.8501, 14.7843, -0.0328, 0.025, -0.0095
Si, 0.4319, 9.3418, 14.8225, 0.0008, 0.0186, 0.0328
Si, 4.2747, 6.0476, 15.404, -0.0042, 0.1161, 0.0851
Si, 6.7968, 4.3343, 16.0292, 0.1111, 0.0394, 0.06
Si, 9.4984, 1.0716, 14.5647, 0.0255, -0.0444, 0.1739
Si, 6.3072, 10.1062, 14.6041, -0.0038, -0.0065, -0.058
Si, 8.1067, 6.3068, 15.8375, -0.0324, 0.1459, 0.1862
Si, 2.1591, 5.8493, 17.3378, -0.0023, 0.0259, 0.1747
Si, 7.251, -6.8781, 22.2484, 0.0067, 0.0032, 0.0081
Si, 11.3865, 2.2225, 17.6066, -0.009, -0.0273, 0.0936
Si, 4.1139, 1.2371, 17.0857, 0.0084, -0.0354, 0.2398
Si, 8.3453, -0.9162, 22.338, 0.0066, -0.0044, 0.0281
Si, 4.3792, -7.1234, 21.513, 0.0029, 0.0095, 0.0591
Si, 8.4041, 2.0698, 17.3819, 0.0265, 0.0134, 0.0747
Si, -0.8956, 8.1702, 17.1482, -0.0023, 0.0004, 0.1407
Si, 3.0653, 3.3927, 18.7024, 0.0014, 0.025, 0.1156
Si, 9.6064, -3.169, 24.229, -0.0079, 0.0079, -0.015
Si, 6.6353, -0.2027, 18.238, -0.0648, -0.0193, 0.1151
Si, 1.6365, -0.0681, 18.5536, -0.011, -0.0217, 0.0946
Si, -0.8416, -8.1377, 22.7934, -0.0047, 0.0027, 0.0136
Si, 7.2492, 9.1461, 16.5237, 0.1156, -0.1069, 0.0855
Si, 12.5679, -3.8797, 23.9374, -0.0126, -0.0135, -0.0333
Si, 2.6987, 2.4366, 26.2707, -0.0416, -0.0035, -0.0604
Si, 11.947, -2.7881, 19.0974, -0.008, 0.0299, 0.0878
Si, 11.0993, 0.0225, 21.4292, -0.0111, -0.0068, 0.0614
Si, 7.0721, 6.0218, 24.3198, 0.0187, -0.005, -0.0538
Si, -5.3136, -12.5557, 20.8848, 0.0129, -0.0294, 0.0893
Si, 6.9294, 0.1862, 26.8085, 0.0183, -0.0073, -0.0764
Si, 1.5774, 5.6682, 28.8588, 0.0035, -0.0262, -0.1316
Si, 1.9723, -6.99, 23.5166, -0.0182, 0.008, -0.0126
Si, 0.5258, 2.9629, 28.3916, -0.0011, -0.0099, -0.1132
Si, 5.8695, -4.5511, 21.6862, 0.0171, -0.0142, 0.0266
Si, 2.7331, 7.6844, 26.7851, -0.0228, 0.0177, -0.0786
Si, 5.672, 6.6164, 27.1314, -0.0196, -0.0027, -0.1537
Si, -1.5446, -1.1215, 26.2625, 0.0011, -0.0123, -0.0778
Si, 9.3162, 0.7786, 28.4653, -0.0559, -0.006, -0.1742
Si, 2.4477, -1.9401, 21.776, -0.0015, 0.0021, 0.0277
Si, 5.4481, 6.2707, 31.0657, -0.0619, -0.0164, 0.0233
Si, -6.5759, 4.1934, 28.2542, -0.0311, -0.0119, -0.0944
Si, 6.5636, -3.0133, 29.7882, 0.0469, 0.0176, -0.1239
Si, 3.7448, 10.6823, 27.1351, 0.0202, 0.0023, -0.1253
Si, 2.9056, -0.1294, 30.1903, -0.0603, 0.0209, -0.1613
Si, 8.5596, 1.0603, 24.5506, 0.014, 0.0111, -0.0447
O, 1.0828, 2.6625, -2.1363, -0.0086, -0.0811, 0.0708
O, 3.0706, -1.6177, -5.2595, 0.0126, 0.0033, 0.0494
O, 4.5037, 3.1882, -0.2364, 0.052, 0.0522, 0.1307
O, 3.4421, 4.7847, 1.5388, -0.0531, 0.1454, -0.0785
O, 0.8577, 5.9916, -1.7631, -0.0535, 0.0461, 0.1902
O, -0.908, 9.7099, -1.1478, -0.0562, -0.1185, 0.132
O, 2.5963, 9.1865, -1.3733, 0.0957, -0.0567, 0.1178
O, 3.157, 10.9666, -3.433, 0.0084, -0.0003, 0.1495
O, 6.003, -1.5956, -1.6121, -0.0031, -0.0414, 0.0427
O, 2.1376, -5.4081, -8.292, 0.0091, -0.0022, 0.012
O, 6.5835, 0.5041, -0.023, -0.113, -0.107, 0.1916
O, 9.0941, 1.5731, -0.6091, -0.1342, 0.1004, 0.1614
O, 5.0263, 3.2429, -2.6983, 0.0113, 0.033, 0.1262
O, 3.9273, 6.9095, -0.7455, 0.029, 0.0193, 0.0388
O, 8.177, 7.8923, -1.9175, -0.0245, 0.0354, 0.1695
O, 1.1554, 5.0611, 16.3152, 0.041, -0.0703, -0.0696
O, 1.2126, 2.5277, 16.1719, 0.0285, 0.0445, -0.093
O, 19.6953, -2.0865, 23.3389, -0.0045, 0.0067, 0.0083
O, 3.8914, 2.8037, 17.4335, 0.0089, -0.0124, -0.0868
O, -0.2756, 10.8017, 14.9291, -0.0076, 0.0404, -0.0755
O, 0.4018, 8.5369, 16.239, -0.0115, 0.0006, -0.1077
O, 4.802, 7.3032, 14.5373, 0.0837, -0.0736, -0.0728
O, 3.2545, 6.6937, 16.5074, 0.037, -0.026, -0.0889
O, 7.9037, 0.8763, 18.3992, -0.0274, 0.0335, -0.0541
O, 7.2965, 3.2725, 17.1885, -0.023, 0.0469, -0.0776
O, 8.6645, 1.4446, 15.9185, -0.0064, -0.0393, -0.0612
O, 2.167, 3.057, 24.8871, 0.0087, -0.0044, 0.0253
O, 12.8135, 6.0932, 13.3118, 0.1284, -0.0663, -0.0605
O, 9.4184, 6.6778, 16.7839, -0.007, -0.0569, -0.1276
O, 7.0371, 7.514, 16.2886, -0.0292, 0.0514, -0.011
O, 2.9889, 4.9496, 18.3846, -0.0187, 0.0032, -0.0676
O, 1.5215, 2.8193, 18.7441, -0.014, -0.0059, -0.0452
O, 5.8806, -7.7289, 21.8673, -0.0084, -0.0009, 0.0007
O, 3.8755, -7.703, 20.0828, -0.0052, -0.0143, -0.0537
O, 12.7957, -1.6297, 18.3729, -0.0044, 0, -0.0491
O, 1.9704, -1.1883, 14.4152, 0.0695, 0.0448, 0.0227
O, 11.9027, 0.2053, 20.0339, -0.0011, 0.0091, -0.0693
O, 6.6291, 3.5128, 14.607, -0.0791, -0.0235, -0.0679
O, 9.8504, 2.7063, 17.8478, -0.0225, -0.0161, -0.0608
O, 6.1312, -4.0627, 23.2321, -0.0039, 0.0029, -0.0033
O, 7.267, 1.1879, 25.5411, -0.0094, -0.0083, 0.0334
O, 11.0069, -3.6271, 23.5723, 0.0061, 0.0115, 0.0003
O, 6.3764, 6.4565, 32.4093, 0.0077, 0.0364, 0.0652
O, 9.6377, -0.7417, 21.3232, 0.0011, 0.0017, -0.0175
O, 5.3725, 5.1292, 16.2161, -0.0291, -0.0406, -0.0628
O, -2.0054, 9.2636, 16.7189, -0.0342, 0.0119, -0.0748
O, 0.4461, 3.7179, 22.9557, 0.0032, 0.004, 0.0065
O, 5.895, -0.845, 19.5389, 0.0162, 0.0289, -0.101
O, 5.7031, -3.2878, 20.704, -0.0093, 0.0003, -0.0227
O, 3.2851, 0.9409, 26.0752, -0.0113, -0.005, 0.0454
O, 13.5232, -2.959, 23.0098, 0.0121, -0.005, -0.0092
O, -4.0281, -1.2715, 21.8073, -0.0057, -0.0091, -0.0324
O, -1.0013, -2.5347, 25.7157, 0.0031, -0.0067, 0.0257
O, -0.1783, -9.431, 22.0705, 0.0082, 0.0009, -0.0096
O, 0.571, -6.3014, 28.1512, 0.0205, 0.0139, 0.0673
O, 3.1775, 3.3906, 22.5438, -0.0009, -0.0109, -0.0304
O, 6.3183, -3.1678, 28.1606, 0.0076, -0.0137, 0.1472
O, 18.9691, 0.4823, 23.1151, -0.004, -0.0084, -0.0047
O, -1.2386, 0.0192, 25.1516, -0.023, -0.0033, 0.0258
O, 1.8633, 7.0494, 28.0229, -0.0018, -0.0244, 0.0545
O, 8.7221, -7.5409, 21.9908, 0, -0.0097, -0.0072
O, 5.5669, 0.8145, 17.6036, -0.0526, 0.0031, -0.1039
O, 3.0654, 0.5346, 18.1188, 0.0208, 0.0079, -0.0473
O, 12.265, -0.7817, 22.2736, 0.0015, -0.0004, -0.024
O, 10.365, 8.356, 18.7369, 0.0121, 0.0068, -0.0667
O, 7.0976, 3.4301, 31.0352, -0.0158, -0.0106, 0.0224
O, -3.1684, -12.0842, 26.4429, -0.0067, -0.007, 0.0401
O, -6.3249, -5.4997, 21.528, -0.0105, -0.0045, -0.0154
O, -5.3756, -5.6565, 27.9169, 0.0019, 0.0078, 0.034
O, 7.0626, 4.4633, 23.8171, -0.0007, -0.0017, 0.0155
O, 1.481, 2.2772, 27.2994, 0.0015, 0.028, 0.0543
O, -4.3335, 6.3334, 25.8077, -0.0247, 0.0317, 0.0815
O, 9.4023, -8.4712, 24.2586, -0.0015, -0.0058, 0.0088
O, 5.3793, -0.1447, 27.0838, -0.0196, -0.0023, 0.0425
O, 1.6117, -2.7714, 20.6216, -0.0153, 0.0062, -0.0311
O, 3.8312, 3.4075, 26.9247, 0.0135, 0.0004, 0.0645
O, 12.1561, -4.1695, 18.3424, 0.0053, -0.0375, -0.0477
O, 3.9797, -1.4331, 21.3479, 0.0139, 0.0063, -0.0293
O, 1.8681, 7.3814, 25.4782, 0.0186, 0.0094, 0.0422
O, -0.9169, -0.5043, 27.6266, 0.0085, 0.0414, 0.0935
O, 7.1533, -5.5108, 21.3419, -0.0098, -0.009, -0.0151
O, 3.0382, 4.9431, 28.9596, 0.0139, 0.0019, 0.0289
O, 4.3059, 0.3406, 30.8557, -0.0107, -0.0687, 0.124
O, 7.7128, 0.8248, 28.0916, 0.0148, -0.0072, 0.0754
O, 9.9535, 13.1462, 28.1312, 0.0119, -0.0273, 0.0406
O, 11.3772, -10.2828, 17.6253, 0.0391, 0.0366, -0.0358
O, -2.2464, 6.436, 24.3052, -0.0033, -0.0056, 0.0164
O, 4.1801, 6.9945, 26.6679, 0.0266, -0.0112, 0.0516

Results
free energy: -134611.711 eV
free energy less fixed offsets of O -570.45, Si -639.56 eV per atom: 9.809 eV

The program warned: the cutoff lies below the one the program advises for these potential files; the forces do not sum to zero within the program's tolerance; empty levels may hold ghost states of the PAW files; the exchange-correlation potential is rough where the density is thin.
